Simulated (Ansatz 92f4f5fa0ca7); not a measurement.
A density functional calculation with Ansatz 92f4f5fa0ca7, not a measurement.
Periodic cell of 296 atoms, Si152O112H32, with a vacuum gap, from a study of silicon, its oxide and their interface. The atomic structure is a simulated model.

Settings: functional r2SCAN; potential files Ansatz PAW; basis plane waves; wave-function cutoff 800 eV; density cutoff ratio 5; exchange-correlation grid ratio 1; k mesh 1 x 1 x 1, shifted by 0.5 0.5 0 of a step; self-consistency stop 1e-11 eV per atom in the density residual; occupations fixed; spin none; net charge 0; applied field sawtooth along c, amplitude +0.015 V/angstrom in the program's sign convention, ramp centred at 0.9901 of c and 0.0198 of c wide, no dipole correction.

Cell vectors (angstrom)
a, 10.887, 0, 0
b, 0, 10.887, 0
c, 0, 0, 50.3826

Atoms and the computed forces on them: element, x, y, z (angstrom), force x, y, z (eV/angstrom)
Si, -0.3312, 0.26, 35.3454, -0.0064, -0.0034, 0.0246
Si, 2.5645, 2.3101, 35.5115, 0.0049, -0.0011, 0.0253
Si, -0.3934, 5.7201, 35.1798, -0.0031, 0.001, 0.0398
Si, 2.9668, 7.8272, 35.621, -0.0017, -0.0006, 0.0262
Si, 4.995, 0.1571, 35.4578, 0.0011, 0.0035, 0.0373
Si, 8.2424, 2.3957, 35.3397, 0.0006, -0.0009, 0.0244
Si, 5.0455, 5.4415, 35.4655, -0.0041, 0.0005, 0.0303
Si, 8.0221, 7.7374, 35.0952, 0.0093, -0.0011, 0.0364
Si, 1.1127, 1.2347, 36.927, 0.0024, 0.0013, -0.0125
Si, 3.7954, 3.9568, 36.6988, -0.0003, 0.0023, -0.0009
Si, 1.1833, 6.7512, 36.6501, 0.0013, 0.0021, -0.012
Si, 4.0528, 9.4345, 36.8653, -0.0025, -0.0057, -0.0039
Si, 6.6808, 1.2778, 36.6742, -0.0019, -0.0008, -0.0036
Si, 9.451, 4.0453, 36.539, -0.0021, -0.0035, -0.0085
Si, 6.6797, 6.6395, 36.6799, -0.0009, -0.0047, 0.0016
Si, 9.305, 9.4206, 36.3789, 0.0025, 0.0037, -0.0042
Si, -0.1349, 2.774, 38.0942, 0.0057, -0.0006, -0.0089
Si, 2.6154, -0.0914, 38.1489, 0.0008, -0.0016, -0.0188
Si, -0.1552, 8.1917, 37.914, 0.0064, -0.0019, -0.0068
Si, 2.5398, 5.3928, 38.0548, -0.0017, -0.0001, -0.0176
Si, 5.3193, 2.6798, 38.008, 0.0013, -0.0015, -0.0077
Si, 8.0813, -0.1069, 37.9488, -0.0076, 0.0026, -0.0174
Si, 5.4601, 8.0804, 38.1128, 0.0006, 0.0076, -0.0113
Si, 8.1136, 5.3533, 37.9972, -0.0013, 0.0005, -0.007
Si, 1.2701, 4.0604, 39.4666, 0.0024, -0.0104, 0.0017
Si, 4.0221, 1.3159, 39.4096, -0.0035, 0.0012, 0.0105
Si, 1.2254, 9.4467, 39.4063, -0.0036, -0.0031, 0.0059
Si, 3.9964, 6.7445, 39.375, -0.0064, -0.0066, 0.0095
Si, 6.7222, 4.0291, 39.3571, -0.0084, -0.0078, 0.0032
Si, 9.4077, 1.3172, 39.3456, -0.0006, -0.0092, 0.0056
Si, 6.8077, 9.4712, 39.4244, -0.0046, -0.0014, 0.0004
Si, 9.4684, 6.7783, 39.3233, -0.0038, -0.0014, 0.0099
Si, -0.0601, 0.0043, 40.7307, 0.0059, 0.0076, 0.0177
Si, 2.6957, 2.7073, 40.7659, 0.0056, 0.0062, 0.016
Si, -0.0567, 5.4708, 40.7558, 0.0102, 0.0069, 0.0245
Si, 2.6533, 8.1223, 40.7369, 0.0003, 0.0048, 0.0175
Si, 5.4243, -0.0275, 40.743, 0.009, 0.0084, 0.0147
Si, 8.0831, 2.6806, 40.7295, 0.0043, 0.0054, 0.0208
Si, 5.4039, 5.416, 40.727, 0.0097, 0.011, 0.0209
Si, 8.1779, 8.131, 40.7587, -0.0079, 0.0199, 0.0224
Si, 1.3405, 1.3418, 42.0949, -0.0173, -0.0199, 0.1686
Si, 4.0807, 4.0651, 42.1146, -0.031, -0.0315, 0.1877
Si, 1.3386, 6.7871, 42.131, -0.0131, -0.0211, 0.1858
Si, 4.0493, 9.5015, 42.0699, -0.0039, -0.0104, 0.1675
Si, 6.7733, 1.3377, 42.123, -0.0246, -0.0246, 0.1843
Si, 9.482, 4.0679, 42.0629, -0.0215, -0.0278, 0.1729
Si, 6.792, 6.7779, 42.0804, -0.0077, -0.0122, 0.1692
Si, 9.5268, 9.5152, 42.1185, -0.0195, -0.0271, 0.1861
Si, 0.0063, 2.7488, 43.4186, -0.1063, -0.16, 0.2992
Si, 2.7439, 0.0091, 43.4464, -0.1786, -0.1244, 0.2361
Si, 0.0333, 8.1905, 43.4861, -0.1252, -0.0823, 0.3179
Si, 2.7489, 5.4548, 43.4617, -0.1612, -0.1441, 0.3518
Si, 5.461, 2.7323, 43.4839, -0.1433, -0.165, 0.3001
Si, 8.1837, 0.0116, 43.464, -0.1459, -0.1439, 0.3299
Si, 5.4578, 8.1755, 43.4143, -0.1444, -0.1422, 0.3173
Si, 8.1763, 5.443, 43.446, -0.191, -0.1145, 0.2799
Si, 1.3943, 4.0847, 6.9096, 0.1419, 0.1319, -0.3408
Si, 4.1184, 1.3597, 6.9478, 0.1608, 0.1349, -0.2386
Si, 1.4175, 9.5553, 6.9549, 0.1133, 0.1417, -0.2801
Si, 4.1365, 6.831, 6.9171, 0.1601, 0.1384, -0.3244
Si, 6.857, 4.0933, 6.9521, 0.1464, 0.1527, -0.2533
Si, 9.5702, 1.3952, 6.9181, 0.1618, 0.1138, -0.3014
Si, 6.8239, 9.5263, 6.911, 0.145, 0.0988, -0.3176
Si, 9.5557, 6.8071, 6.9294, 0.1177, 0.1075, -0.2551
Si, 0.071, 0.0731, 8.2812, 0.0012, -0.0062, -0.1787
Si, 2.7672, 2.7488, 8.279, 0.0501, 0.0464, -0.1813
Si, 0.08, 5.4696, 8.2714, 0.0232, 0.0248, -0.182
Si, 2.8372, 8.2237, 8.2905, 0.0045, 0.0104, -0.1841
Si, 5.5299, 0.023, 8.298, 0.0278, 0.0441, -0.1847
Si, 8.2529, 2.7537, 8.3125, 0.0036, 0.0106, -0.1795
Si, 5.5276, 5.505, 8.2761, 0.0149, 0.012, -0.1776
Si, 8.2108, 8.1998, 8.2696, 0.0439, 0.0461, -0.1807
Si, 1.4402, 1.4087, 9.6824, -0.0089, -0.0074, -0.0311
Si, 4.1738, 4.1236, 9.5754, -0.0076, -0.0123, -0.0088
Si, 1.471, 6.8509, 9.5879, -0.0083, -0.0117, -0.0174
Si, 4.2036, 9.5748, 9.6934, -0.0022, -0.014, -0.0297
Si, 6.9336, 1.3535, 9.6633, -0.0052, -0.0079, -0.0211
Si, 9.6528, 4.1079, 9.6639, -0.0009, -0.0055, -0.0289
Si, 6.8843, 6.8641, 9.6711, -0.0056, -0.0138, -0.0271
Si, 9.5783, 9.5988, 9.5854, -0.0021, -0.0128, -0.0133
Si, 0.1204, 2.7702, 11.0845, 0.0051, 0.0072, -0.0159
Si, 2.8443, 0.0728, 11.0287, 0.004, 0.0028, -0.0068
Si, 0.1195, 8.2833, 10.8573, -0.001, 0.0032, -0.0016
Si, 2.87, 5.5147, 10.9279, 0.0057, -0.0015, -0.0022
Si, 5.5494, 2.7646, 10.9054, -0.0016, 0.0118, -0.0065
Si, 8.3282, 0.0288, 11.0842, 0.0067, -0.001, -0.0081
Si, 5.604, 8.2676, 11.0859, 0.0034, -0.0026, -0.0149
Si, 8.3201, 5.5226, 10.969, 0.0011, 0.0028, -0.0162
Si, 1.5531, 4.1664, 12.329, 0.006, 0.0063, 0.0132
Si, 4.2188, 1.4548, 12.3511, 0.0074, 0.0036, 0.0146
Si, 1.449, 9.5874, 12.3043, -0.0059, -0.0123, 0.0074
Si, 4.2185, 6.8701, 12.3381, -0.0056, -0.0091, 0.0164
Si, 6.9973, 4.0727, 12.222, -0.0081, -0.0085, 0.0137
Si, 9.7404, 1.3644, 12.5095, -0.008, -0.0094, 0.0112
Si, 6.9889, 9.5758, 12.534, 0.0022, 0.007, 0.018
Si, 9.7111, 6.9424, 12.2358, 0.0083, 0.0022, 0.0175
Si, 0.0702, -0.2083, 13.8936, 0.0056, -0.0027, 0.0193
Si, 3.1719, 3.1062, 13.6682, 0.0014, 0.0021, 0.0254
Si, 0.4158, 5.8134, 13.5023, -0.0104, -0.0058, 0.0178
Si, 2.5732, 8.0161, 13.5796, 0.0063, 0.0095, 0.0185
Si, 5.8045, 0.381, 13.6978, -0.0071, -0.0037, 0.0129
Si, 8.0658, 2.5279, 13.6471, 0.005, 0.0103, 0.0228
Si, 5.4642, 5.2473, 13.4713, 0.0058, -0.0007, 0.0232
Si, 8.7211, 8.4479, 13.7386, 0.0016, -0.01, 0.0226
Si, -9.8113, 5.7308, 32.4099, -0.0018, 0.0025, 0.0567
Si, -7.5704, 9.6867, 21.676, 0.0092, 0.0021, 0.0611
Si, 4.8172, 6.1848, 20.1392, 0.0025, -0.0058, 0.0578
Si, 1.7039, -12.8975, 18.9748, 0.0077, 0.002, 0.0629
Si, 25.0899, 30, 28.9475, 0.0034, -0.0038, 0.0563
Si, 9.5603, 15.2141, 15.732, 0.0071, -0.003, 0.0455
Si, 11.4841, 4.2116, 18.0032, -0.0012, 0.0009, 0.0462
Si, 5.1671, 3.4696, 23.7593, 0.0032, -0.002, 0.0528
Si, 37.6488, -7.5294, 18.8971, 0.0063, -0.0024, 0.0564
Si, 4.7439, 3.1408, 26.8771, -0.0016, 0.0152, 0.0473
Si, -4.0614, 6.7668, 22.191, -0.0057, 0.0068, 0.0396
Si, 10.2847, 7.0489, 18.9079, -0.0008, -0.0017, 0.0496
Si, 13.7372, 30.1658, 24.4069, -0.0045, 0.0049, 0.056
Si, 10.4672, 45.258, 19.004, -0.0098, -0.0048, 0.0524
Si, 4.564, 0.7801, 32.7251, -0.0011, 0.0026, 0.049
Si, 32.2545, 25.5955, 22.8599, -0.0027, -0.0018, 0.0494
Si, 26.2749, 9.3308, 15.5369, 0.0029, -0.0143, 0.0355
Si, 25.8705, 27.1056, 28.7706, 0.0009, 0.0068, 0.0529
Si, 12.5223, 31.3313, 26.7857, -0.0034, -0.0023, 0.0586
Si, 14.9667, 6.1121, 22.9732, -0.0074, -0.0022, 0.0558
Si, -15.6013, 9.4887, 22.4901, 0.0011, 0.0054, 0.0603
Si, 27.1485, -22.8903, 25.4692, 0.0049, 0.0053, 0.0552
Si, 1.7732, 23.9157, 23.2759, 0.0129, -0.0024, 0.046
Si, 21.4387, -9.8445, 21.7418, 0, 0.0033, 0.0497
Si, 3.1691, 1.0758, 25.886, 0.0021, -0.0057, 0.0561
Si, 18.633, 33.7077, 22.1855, -0.0061, -0.0039, 0.0449
Si, 7.9083, 14.0408, 24.269, -0.004, 0.0034, 0.0962
Si, -4.6835, 29.6637, 32.3739, 0.0037, 0.0015, 0.0484
Si, 18.758, 13.8989, 19.8478, 0.0002, -0.0024, 0.045
Si, 5.5528, -0.9196, 30.3958, -0.0027, 0.0059, 0.0511
Si, 2.9025, 13.725, 16.7998, 0.0107, 0.006, 0.0699
Si, 7.3264, 21.2159, 27.8459, 0.0053, 0.0007, 0.056
Si, 17.0093, 14.3368, 33.2579, 0.0036, 0.0001, 0.0533
Si, 21.7799, 12.6247, 30.3837, 0.0093, 0.0001, 0.0441
Si, -7.9049, -2.9239, 32.8036, 0.0022, 0.0032, 0.0513
Si, 23.265, 11.9717, 33.126, 0.0043, 0.0004, 0.0529
Si, -1.7271, 5.5661, 21.183, 0.0004, -0.0088, 0.0496
Si, 22.7152, 8.1065, 30.7775, 0.006, -0.0058, 0.045
Si, -2.4887, 17.8374, 16.5759, 0.0069, 0.0003, 0.0487
Si, -5.1339, 17.7557, 15.9003, -0.0065, 0.0029, 0.0443
Si, 11.9743, 22.1356, 16.9349, -0.0031, -0.0027, 0.0605
Si, 21.0906, -0.9922, 28.8821, 0.0022, 0.005, 0.0467
Si, 23.0292, 4.1898, 29.8572, -0.0038, 0.0019, 0.0511
Si, 14.8771, 18.6059, 17.8109, -0.0053, -0.0073, 0.0575
Si, 17.5118, 5.1372, 30.7752, 0.0044, 0.0027, 0.0452
Si, 9.2466, 25.744, 29.5534, 0.0057, 0.0097, 0.0376
Si, 3.9472, 23.689, 21.5059, -0.0015, 0.0002, 0.0542
Si, -3.2845, 2.4641, 27.3054, 0.0118, 0.0024, 0.0571
O, -15.2339, 3.8905, 31.7817, 0.0043, 0.0133, -0.0327
O, 11.4406, 1.2798, 31.8292, -0.0121, 0.006, -0.039
O, 8.5953, 5.3617, 16.476, 0.0024, -0.0035, -0.0181
O, 5.5528, 4.7353, 34.0763, 0.0062, -0.0099, -0.0243
O, 16.4773, 8.2342, 15.0248, 0.0005, 0.0038, -0.0182
O, 4.7729, -1.9062, 21.8343, -0.0059, -0.0016, -0.021
O, 5.3347, 15.9294, 29.7854, -0.0149, -0.0003, -0.0336
O, 18.6724, 12.526, 23.6946, 0.0021, -0.0096, -0.027
O, -7.4239, 13.0467, 27.0575, 0.0006, -0.0071, -0.0263
O, 8.681, -1.2928, 28.3892, -0.0068, 0.0017, -0.0207
O, 9.7675, 20.4968, 14.2179, 0.0009, 0.0005, -0.0095
O, 4.0414, 28.4581, 35.1193, 0.0008, 0.0003, -0.0072
O, 5.607, 28.4002, 23.2619, 0.0079, 0.0005, -0.0201
O, 2.0082, 8.8105, 31.7972, -0.0115, 0.0005, -0.0201
O, 9.2723, 6.7302, 34.7161, -0.0016, 0.0002, -0.0117
O, 32.9192, 20.4095, 27.6138, 0.016, -0.0003, -0.0307
O, 1.5365, -0.9154, 17.8073, -0.0039, 0.0142, -0.0313
O, 13.3312, 7.6549, 18.202, 0.0073, -0.0018, -0.0274
O, -6.3463, 26.6418, 19.2609, 0.0006, -0.0073, -0.0265
O, 17.177, 6.1608, 20.7847, -0.0079, -0.0045, -0.0251
O, 13.9796, -1.98, 14.8584, -0.0103, -0.0096, -0.0265
O, 19.5863, 14.0974, 14.9783, -0.007, -0.0117, -0.0271
O, 8.5789, 15.282, 20.2411, -0.0019, -0.0072, -0.0213
O, 15.2289, -6.6987, 13.9467, -0.0006, -0.0019, -0.0178
O, 8.0861, 15.88, 30.0589, 0.0103, -0.0064, -0.0165
O, 6.9105, 1.4896, 14.1776, 0.0019, -0.005, -0.0205
O, 8.4718, 7.6407, 15.1251, 0.0007, 0.0128, -0.042
O, 12.3746, 6.9037, 14.119, 0.002, 0.0005, -0.01
O, -4.2032, 14.9006, 23.6445, 0.0004, 0.0009, -0.0147
O, -5.8689, -0.1106, 15.0651, 0.0082, 0.009, -0.0275
O, -6.3314, 0.2572, 25.7097, 0.0032, -0.0026, -0.0211
O, 46.0526, 31.0408, 20.3385, -0.0173, -0.009, -0.0425
O, 2.5539, 2.6119, 21.9354, 0.0059, 0.0012, -0.0232
O, 4.2275, 19.5305, 25.2466, -0.0054, -0.0012, -0.027
O, 9.3421, 6.7973, 20.1803, 0.01, 0.0095, -0.0317
O, -18.8093, 6.8855, 23.8363, 0.0081, -0.0098, -0.0233
O, 2.7576, 1.7422, 24.4692, -0.0117, 0.0105, -0.0423
O, 32.4054, 8.9857, 30.1626, -0.0064, 0.0094, -0.0241
O, 10.5307, 16.0277, 14.7504, 0.0093, 0.0049, -0.0272
O, 17.0547, 27.486, 14.8772, -0.0034, -0.0088, -0.0323
O, 4.7855, 18.3678, 19.184, -0.0058, 0.0128, -0.0395
O, 4.0494, 4.5709, 23.4247, -0.0004, 0.009, -0.0268
O, 9.6344, -8.1227, 30.5946, -0.0023, 0.0048, -0.0193
O, 21.8856, 11.6322, 20.2144, 0.0013, 0.0048, -0.0378
O, -10.439, 24.8555, 19.1491, 0.0033, 0.0087, -0.022
O, -14.9117, 28.8912, 17.0487, -0.0021, -0.0003, -0.0205
O, -6.7803, 6.9136, 28.4689, 0.0005, 0.0004, -0.0175
O, 6.1758, -1.0946, 24.0759, 0.0084, -0.0038, -0.0384
O, 10.4796, 3.6627, 16.8557, -0.0143, 0.0031, -0.0359
O, 13.6386, 2.7518, 15.1927, -0.0011, -0.002, -0.0481
O, 6.3396, 32.2847, 29.107, 0.0145, 0.0039, -0.0384
O, 33.4605, 11.0223, 15.3379, -0.0116, -0.0058, -0.0547
O, 20.1612, 25.6732, 23.9073, 0.0118, 0.004, -0.0319
O, 15.2987, 2.3704, 20.0439, 0.009, 0.0115, -0.0366
O, 22.5971, 0.862, 22.8623, -0.0101, -0.002, -0.0232
O, 24.4031, 37.4779, 29.2734, 0.0132, 0.0024, -0.0199
O, 15.242, -4.2841, 16.6806, 0.0099, -0.0036, -0.0269
O, 2.5979, 20.2457, 23.1079, 0.0035, 0.008, -0.0372
O, 32.3987, 11.8144, 17.6059, 0.0091, -0.0092, -0.032
O, 0.2237, 16.5846, 18.515, 0.0041, -0.0094, -0.0244
O, 21.3144, 11.4144, 29.4116, -0.0053, -0.0098, -0.0208
O, 23.6774, 32.8448, 26.3073, 0.0077, 0.0063, -0.0171
O, -1.9905, 23.816, 19.0813, 0.0115, -0.004, -0.0165
O, -8.6207, 23.197, 17.237, 0.001, -0.0002, -0.0163
O, 7.1122, 18.9129, 33.7376, -0.0125, 0.0018, -0.0319
O, 4.267, 19.9771, 29.9259, -0.0076, -0.0052, -0.0143
O, 6.5654, 17.3894, 31.632, 0.0002, -0.0104, -0.0228
O, 15.9302, 13.9361, 25.3011, 0.0074, 0.0073, -0.0477
O, -6.4954, -18.8197, 17.4403, -0.0164, -0.0036, -0.0375
O, 22.685, 3.4444, 23.7023, -0.0049, 0.0005, -0.0158
O, 21.5757, -17.0439, 29.2698, -0.0037, -0.0009, -0.0186
O, 24.7329, 22.3465, 32.6785, 0.0016, -0.0011, -0.0165
O, 12.6878, -30.2336, 34.0413, -0.0048, -0.0037, -0.0258
O, 17.4318, 9.0771, 31.3249, -0.0029, 0.0101, -0.0245
O, 34.2944, 19.4795, 25.4703, 0.0132, -0.0076, -0.0341
O, 20.2997, 23.1218, 34.8565, 0.0022, -0.0008, -0.0116
O, 4.3662, 37.2854, 27.349, 0.0051, -0.0167, -0.0309
O, 5.0038, 24.0426, 22.6888, -0.0072, -0.0097, -0.0316
O, -10.2225, 10.9108, 34.0596, 0.0092, 0.0046, -0.0255
O, 14.5237, 22.1265, 21.532, -0.0006, 0.0011, -0.019
O, -8.3171, -2.3041, 34.2349, 0.0001, -0.0022, -0.0369
O, 10.5433, 5.139, 21.931, -0.0048, 0.0095, -0.0261
O, 12.0895, 24.3506, 29.6506, 0.0023, 0.0052, -0.0228
O, 7.2276, 30.1009, 22.15, 0.0034, -0.0066, -0.0172
O, 6.4606, -1.3223, 26.6764, -0.0169, -0.0022, -0.0348
O, 22.0274, 6.8634, 31.566, 0.0005, 0.0092, -0.0225
O, 18.3143, 2.2757, 21.2, 0.0026, 0.0122, -0.0316
O, -13.5756, 5.9777, 22.4152, 0.0065, -0.0022, -0.0214
O, -1.4464, 18.4517, 17.6247, -0.0144, 0.0005, -0.0362
O, 8.6452, 3.2306, 28.2536, -0.0149, -0.0097, -0.0343
O, -4.8372, 13.5812, 27.7212, -0.0039, 0.0012, -0.0213
O, 11.1773, 8.2817, 19.4044, 0.0006, -0.0014, -0.0203
O, -6.5137, 9.1721, 17.1498, 0.0051, 0.0098, -0.0353
O, 2.0896, 15.0092, 17.388, 0.0052, -0.0065, -0.021
O, 25.5349, 6.2503, 21.3803, 0.0059, 0.0008, -0.0359
O, 12.1489, 4.4439, 31.467, 0.0007, -0.0055, -0.0264
O, 6.6057, 43.5313, 21.8156, 0.0038, 0.0038, -0.0189
O, 16.1506, -0.18, 33.8646, -0.0021, 0.0007, -0.0297
O, 15.8768, -8.579, 33.0807, -0.0016, -0.0028, -0.0171
O, 7.4534, 2.914, 34.0091, -0.0108, 0.0064, -0.0239
O, -3.0363, 13.9707, 25.8573, 0.002, 0.0052, -0.0298
O, 17.4843, 3.2605, 18.8859, -0.0073, 0.0019, -0.0167
O, -0.7087, 2.6195, 21.8153, -0.0014, -0.0071, -0.0252
O, 13.7831, 20.0597, 27.7233, -0.0089, 0.0101, -0.0344
O, -1.7202, 0.2647, 22.0025, 0.0081, 0.0017, -0.0174
O, 18.7288, 11.7572, 27.2972, -0.0001, 0.0098, -0.0181
O, 1.9361, 7.6509, 29.5833, 0.0125, 0.0047, -0.0316
O, 15.476, -2.8805, 32.609, 0.0071, 0.0001, -0.0201
O, 11.2127, -5.5939, 33.773, 0.0113, 0.0013, -0.0333
O, 15.9842, 0.3612, 31.265, 0.0079, -0.0118, -0.0345
O, 3.7725, 12.117, 35.3302, 0.0004, -0.0022, -0.0117
O, 2.5297, 6.395, 32.7098, -0.0031, -0.0018, -0.0215
H, 0.8437, 3.5547, 44.351, -0.3206, -0.2293, -0.3214
H, -0.8061, 1.9177, 44.351, 0.2748, 0.3486, -0.231
H, 3.5728, 0.8236, 44.3789, -0.2855, -0.2667, -0.3376
H, 1.9265, -0.8172, 44.3789, 0.3376, 0.3334, -0.2384
H, -0.7828, 7.3631, 44.4186, 0.2415, 0.3051, -0.2295
H, 0.8609, 9.0065, 44.4186, -0.3219, -0.308, -0.2816
H, 3.5741, 6.2732, 44.3942, -0.3122, -0.2738, -0.2869
H, 1.9318, 4.6283, 44.3942, 0.3228, 0.2952, -0.2044
H, 4.6483, 1.9015, 44.4164, 0.2787, 0.3531, -0.2116
H, 6.2932, 3.5436, 44.4164, -0.3049, -0.2839, -0.3048
H, 9.0063, 0.8325, 44.3964, -0.2848, -0.2778, -0.2906
H, 7.3657, -0.814, 44.3964, 0.3022, 0.3216, -0.2027
H, 4.6432, 7.3466, 44.3467, 0.3194, 0.3324, -0.2247
H, 6.2842, 8.9927, 44.3467, -0.2988, -0.2475, -0.3267
H, 7.3639, 4.6119, 44.3784, 0.3106, 0.3603, -0.2293
H, 9.0027, 6.2602, 44.3784, -0.2415, -0.2428, -0.339
H, 0.5569, 3.2787, 5.9772, 0.3401, 0.3065, 0.2889
H, 2.2114, 4.9111, 5.9772, -0.2365, -0.3058, 0.2357
H, 3.2894, 0.5452, 6.0153, 0.3792, 0.272, 0.2868
H, 4.9311, 2.1905, 6.0153, -0.2766, -0.2859, 0.2312
H, 0.59, 8.7393, 6.0225, 0.2678, 0.2013, 0.3222
H, 2.2349, 10.3815, 6.0225, -0.3698, -0.3576, 0.1964
H, 4.9511, 7.6599, 5.9847, -0.3428, -0.3977, 0.2012
H, 3.3113, 6.0126, 5.9847, 0.2283, 0.2444, 0.3334
H, 7.6694, 4.9244, 6.0196, -0.2747, -0.4052, 0.2123
H, 6.0248, 3.2819, 6.0196, 0.2664, 0.2384, 0.3172
H, 10.3826, 2.2263, 5.9856, -0.3739, -0.3381, 0.2138
H, 8.7476, 0.5743, 5.9856, 0.2424, 0.2198, 0.3278
H, 5.9975, 8.7091, 5.9786, 0.3326, 0.3457, 0.2833
H, 7.6419, 10.3518, 5.9786, -0.2514, -0.2639, 0.2428
H, 10.3719, 7.6345, 5.997, -0.2476, -0.28, 0.2334
H, 8.7293, 5.9898, 5.997, 0.3214, 0.3062, 0.2761

Results
free energy: -161607.800 eV
free energy less fixed offsets of H -15.71, O -570.45, Si -639.56 eV per atom: -1.560 eV

The program warned: the cutoff lies below the one the program advises for these potential files; the forces do not sum to zero within the program's tolerance; empty levels may hold ghost states of the PAW files; the exchange-correlation potential is rough where the density is thin.
